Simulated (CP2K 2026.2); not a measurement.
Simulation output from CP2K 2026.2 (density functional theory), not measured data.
Periodic cell of 513 atoms, Si351O162, from a study of silicon, its oxide and their interface. The atomic structure is a simulated model.
Doubt: the forces sum to 2.41 eV/angstrom along one axis rather than to zero, so they err by at least 0.0047 eV/angstrom per atom on average; the grid cutoff is modest.

Settings: functional PBE; method Gaussian and plane waves; basis set DZVP-MOLOPT-SR-GTH; pseudopotentials GTH-PBE; grid cutoff 300 Ry, relative cutoff 40 Ry; k points Gamma only; occupations fixed; spin none; net charge 0.

Cell vectors (angstrom)
a 16.407 0 0
b 0 16.407 0
c 0.1706 -0.2865 34.2917

Atoms and the computed forces on them: element, x, y, z (angstrom), force x, y, z (eV/angstrom)
Si 0.238 -0.134 34.183 0.061 -0.022 0.208
Si 2.63 3.126 34.283 -0.027 -0.101 0.23
Si 0.042 5.343 0.364 -0.026 -0.02 0.109
Si 2.897 7.941 0.387 -0.008 -0.004 -0.014
Si 0.799 9.935 34.289 -0.028 -0.031 0.228
Si 2.855 13.201 0.25 -0.098 0.13 0.133
Si 5.736 16.089 0.133 -0.093 0.047 0.206
Si 7.488 2.817 34.096 0.11 -0.038 0.181
Si 5.26 5.672 0.316 -0.006 0.068 0.096
Si 8.408 8.216 0.034 -0.009 0.067 0.213
Si 5.126 10.957 0.465 0.157 -0.09 0.113
Si 7.994 13.804 0.047 0.079 -0.085 0.225
Si 11.49 15.897 0.06 -0.084 0.021 0.246
Si 14.121 1.797 34.228 -0.088 0.143 0.256
Si 10.718 5.547 34.222 0.053 -0.129 0.262
Si 14.444 7.276 34.18 -0.08 0.048 0.256
Si 11.321 10.982 0.189 -0.098 0.001 0.17
Si 13.768 13.705 0.06 0.031 -0.027 0.208
Si 1.515 1.486 1.185 -0.02 0.001 -0.055
Si 4.011 4.19 1.596 -0.025 0.003 -0.049
Si 1.417 6.687 1.688 -0.02 -0.003 -0.011
Si 4.11 9.367 1.776 0 0.03 -0.029
Si 1.37 11.959 1.497 0.018 -0.005 -0.068
Si 4.046 14.977 1.337 0.017 -0.017 -0.056
Si 6.768 1.378 1.414 -0.026 0.002 -0.066
Si 9.363 4.048 1.017 0.002 0.036 -0.044
Si 6.888 6.96 1.404 0.001 -0.004 -0.051
Si 9.723 9.651 1.361 0.015 -0.006 -0.043
Si 6.914 12.191 1.416 -0.028 0.002 -0.053
Si 9.691 14.921 1.285 0.022 -0.01 -0.05
Si 12.457 1.109 1.464 0.016 -0.022 -0.063
Si 14.956 3.845 1.313 0.025 -0.009 -0.03
Si 12.391 6.722 1.186 -0.011 0.01 -0.057
Si 15.26 9.264 1.279 0.016 -0.013 -0.069
Si 12.607 12.287 1.565 0.002 -0.008 -0.061
Si 15.3 14.976 1.3 -0.014 -0.004 -0.052
Si 0.053 2.63 2.704 -0.006 0.002 0.012
Si 2.775 0.043 2.655 0.011 -0.009 -0.001
Si 0.057 8.102 2.92 0 -0.006 0
Si 2.765 5.425 3.079 0 -0.002 -0.001
Si 0.084 13.516 2.732 0.004 -0.003 0.015
Si 2.756 10.815 3.003 0.002 0.009 0.024
Si 5.407 2.688 2.809 -0.001 -0.017 0.017
Si 8.322 -0.004 2.646 0.018 -0.001 0.032
Si 5.613 8.124 2.988 0.007 0.002 0.002
Si 8.224 5.41 2.641 -0.01 -0.004 0.001
Si 5.492 13.615 2.732 0.01 0.005 0.033
Si 8.331 10.908 2.791 -0.001 0.006 -0.005
Si 10.898 2.662 2.492 -0.004 0.014 0.001
Si 13.888 16.241 2.805 0.001 0.005 0.026
Si 11.099 8.161 2.636 0.003 -0.001 0.015
Si 13.631 5.301 2.652 -0.008 -0.002 0.024
Si 11.048 13.607 2.776 -0.017 0.003 0.014
Si 13.932 10.745 2.716 -0.003 0.007 0.006
Si 1.348 3.967 4.216 0.003 -0.001 0.004
Si 4.104 1.294 4.163 -0.01 0.007 0.008
Si 1.392 9.459 4.319 0.006 0.004 -0.001
Si 4.21 6.775 4.326 0.004 -0.004 0.006
Si 1.457 14.977 4.037 0 0.003 -0.003
Si 4.198 12.254 4.192 -0.001 0.003 -0.006
Si 6.87 4.065 4.086 0.002 0.009 -0.008
Si 9.661 1.329 4.038 -0.007 -0.012 -0.009
Si 6.989 9.553 4.215 -0.002 -0.004 0.001
Si 9.674 6.762 3.997 0.007 0.005 -0.001
Si 6.919 15.005 4.035 -0.008 -0.01 -0.015
Si 9.687 12.256 4.156 0.004 -0.001 0
Si 12.265 3.967 4.007 0.01 0.009 -0.006
Si 15.171 1.263 4.146 0.006 -0.007 -0.007
Si 12.442 9.475 4.078 -0.009 -0.007 0
Si 15.026 6.663 4.106 0.013 0.013 -0.001
Si 12.421 14.952 4.143 0.008 -0.002 -0.002
Si 15.151 12.182 4.15 -0.005 -0.003 0.001
Si 0.1 16.286 5.499 -0.001 -0.003 -0.002
Si 2.751 2.624 5.559 -0.009 -0.008 0.004
Si 16.403 5.361 5.535 -0.007 0 -0.001
Si 2.809 8.125 5.637 0.001 0.007 0.009
Si 0.06 10.876 5.607 0.008 -0.003 0.001
Si 2.809 13.643 5.49 0.009 0.002 0.001
Si 5.545 16.335 5.458 0.006 -0.001 -0.003
Si 8.266 2.675 5.425 0.001 0.001 0.001
Si 5.569 5.362 5.587 0 0.001 0.001
Si 8.345 8.106 5.48 0.002 0.004 -0.004
Si 5.571 10.891 5.551 0.002 0.002 0.002
Si 8.277 13.64 5.461 -0.001 0.006 -0.003
Si 11.031 -0.04 5.444 0 0.008 0.002
Si 13.705 2.643 5.416 -0.002 -0.002 -0.006
Si 10.982 5.379 5.422 -0.003 -0.003 -0.006
Si 13.724 8.081 5.49 -0.001 -0.002 0
Si 11.06 10.845 5.471 -0.003 -0.001 -0.002
Si 13.743 13.543 5.503 -0.003 -0.009 0.002
Si 1.42 1.244 6.917 0 -0.003 0.004
Si 4.154 3.995 6.901 -0.003 -0.001 0.002
Si 1.402 6.719 6.908 0.006 -0.002 0
Si 4.2 9.522 6.928 -0.002 0.002 0.002
Si 1.458 12.27 6.895 0.001 0.001 0
Si 4.19 14.979 6.864 -0.004 0.001 -0.002
Si 6.91 1.302 6.821 -0.004 0.001 -0.007
Si 9.627 4.03 6.822 -0.003 0.003 -0.004
Si 6.954 6.767 6.883 -0.002 -0.003 0.002
Si 9.69 9.481 6.856 0.004 -0.008 0.002
Si 6.942 12.267 6.88 0 -0.001 0.001
Si 9.656 14.993 6.824 -0.003 -0.002 -0.003
Si 12.381 1.297 6.842 0.004 -0.002 -0.002
Si 15.04 3.99 6.867 0.003 0.006 -0.001
Si 12.345 6.726 6.844 0.001 0.004 0
Si 15.076 9.465 6.889 0.001 0 0.001
Si 12.38 12.205 6.883 0 -0.001 -0.001
Si 15.114 14.935 6.858 0.001 -0.002 -0.003
Si 16.432 2.63 8.241 -0.002 -0.002 0
Si 2.818 16.314 8.264 0.003 0.001 0
Si 0.051 8.114 8.256 0.002 0 0
Si 2.784 5.362 8.265 -0.004 0.001 0.001
Si 0.07 13.601 8.26 0.003 0.001 -0.001
Si 2.819 10.892 8.261 0.005 0 0.001
Si 5.545 2.634 8.236 -0.003 -0.001 0
Si 8.281 -0.062 8.199 0.003 0.003 -0.002
Si 5.571 8.129 8.258 0 0.001 0
Si 8.297 5.388 8.241 -0.002 0.002 -0.001
Si 5.55 13.609 8.241 0 0 -0.001
Si 8.311 10.866 8.223 -0.003 0 -0.002
Si 11.008 2.67 8.202 -0.001 0.002 -0.002
Si 13.74 16.323 8.217 0 -0.003 0
Si 11.018 8.107 8.243 -0.001 0 0.001
Si 13.709 5.379 8.235 0 -0.004 0.001
Si 11.005 13.603 8.217 -0.002 -0.002 0.002
Si 13.728 10.838 8.26 0 -0.003 0.001
Si 1.401 3.997 9.621 0.002 -0.002 0.001
Si 4.181 1.279 9.618 -0.002 0 0.001
Si 1.429 9.505 9.594 0.002 0 0.001
Si 4.169 6.752 9.601 -0.001 -0.001 0.001
Si 1.435 14.961 9.63 0 -0.004 0.001
Si 4.188 12.242 9.623 -0.002 -0.001 0.001
Si 6.915 4.016 9.588 -0.002 0.001 -0.003
Si 9.649 1.296 9.573 -0.002 0.001 -0.003
Si 6.941 9.506 9.615 -0.003 -0.001 -0.001
Si 9.656 6.748 9.621 -0.003 -0.001 0.001
Si 6.928 14.974 9.589 -0.001 0 -0.004
Si 9.662 12.232 9.614 0 -0.002 0
Si 12.358 4.021 9.61 0.001 0.002 0.002
Si 15.08 1.276 9.627 0 0 -0.001
Si 12.372 9.476 9.626 0.001 -0.001 0.003
Si 15.083 6.745 9.608 0.005 0.001 0
Si 12.375 14.961 9.596 0.001 0 -0.001
Si 15.104 12.22 9.608 0.001 -0.003 0
Si 16.455 -0.087 10.993 0.003 0.003 0.001
Si 2.785 2.63 10.979 0.002 0.001 0.001
Si 16.437 5.378 10.985 -0.001 0 0.001
Si 2.788 8.128 10.955 0.001 0.002 -0.001
Si 0.055 10.852 10.974 0.002 0 0.001
Si 2.798 13.583 10.986 0.001 0 0
Si 5.561 -0.085 10.965 0.001 0 -0.002
Si 8.298 2.662 10.953 -0.001 0 -0.002
Si 5.541 5.375 10.955 -0.001 0 -0.001
Si 8.302 8.13 10.988 -0.002 0 0
Si 5.56 10.87 10.981 0.001 -0.001 0.002
Si 8.288 13.608 10.975 -0.005 -0.003 0.001
Si 11.007 -0.068 10.961 -0.003 -0.002 0
Si 13.713 2.655 10.997 0 0 0.003
Si 11.022 5.39 10.997 -0.001 -0.001 0.001
Si 13.737 8.115 10.992 0.001 -0.001 0.001
Si 11.03 10.861 10.997 0 -0.002 0.002
Si 13.742 13.593 10.977 0.002 -0.001 0.001
Si 1.408 1.276 12.361 -0.001 -0.004 -0.001
Si 4.163 4.011 12.319 -0.002 0 0.001
Si 1.393 6.776 12.325 0.002 -0.003 0
Si 4.163 9.491 12.315 0 -0.003 0
Si 1.4 12.226 12.342 0.001 -0.004 0.003
Si 4.184 14.953 12.316 0 -0.002 -0.002
Si 6.943 1.286 12.308 -0.002 0.002 -0.001
Si 9.669 4.004 12.35 -0.005 0.004 0.002
Si 6.918 6.74 12.316 -0.004 0.001 -0.001
Si 9.685 9.482 12.374 -0.003 0.002 0.002
Si 6.93 12.238 12.354 -0.001 0.002 0.001
Si 9.664 14.972 12.35 0.002 0.001 0
Si 12.347 1.287 12.369 0 0.001 0
Si 15.064 4.032 12.382 0.004 -0.003 0.003
Si 12.383 6.759 12.374 0 0 0.001
Si 15.096 9.493 12.351 0.003 -0.001 0.001
Si 12.406 12.227 12.373 0 -0.001 0.003
Si 15.085 14.96 12.373 -0.001 -0.002 0
Si 16.432 2.648 13.728 0.004 0.002 0.005
Si 2.786 16.273 13.677 0.006 -0.001 0.001
Si 16.42 8.118 13.734 0.002 0.002 0.001
Si 2.767 5.393 13.647 -0.001 0.004 -0.001
Si 16.435 13.575 13.744 0.002 0.005 0.005
Si 2.761 10.84 13.674 0.001 0.002 -0.001
Si 5.559 2.631 13.655 0.004 -0.002 -0.001
Si 8.314 -0.039 13.713 -0.007 -0.001 -0.001
Si 5.534 8.105 13.656 -0.002 -0.001 0
Si 8.315 5.391 13.681 0 -0.002 -0.002
Si 5.548 13.616 13.705 -0.003 -0.001 0.003
Si 8.325 10.872 13.71 -0.003 -0.003 0.001
Si 11.01 2.653 13.779 -0.002 -0.002 0.002
Si 13.704 -0.077 13.742 -0.003 0.001 0
Si 11.067 8.131 13.776 0.003 -0.001 0.008
Si 13.702 5.402 13.788 -0.003 0.004 0.006
Si 11.047 13.615 13.725 -0.002 -0.002 -0.001
Si 13.772 10.857 13.761 0.005 -0.003 0.002
Si 1.393 4.063 15.037 0.005 0.001 0
Si 4.169 1.244 14.976 -0.009 -0.006 -0.004
Si 1.376 9.502 15.069 -0.004 -0.004 0.005
Si 4.133 6.746 15.003 -0.002 -0.005 0.002
Si 1.417 14.928 15.084 -0.001 0.002 0.001
Si 4.125 12.226 14.997 -0.001 -0.007 -0.001
Si 6.957 3.991 14.997 -0.006 0.008 0.002
Si 9.66 1.286 15.174 -0.001 0.002 0.011
Si 6.94 9.454 14.991 -0.003 0.001 -0.004
Si 9.695 6.72 15.091 -0.006 0.001 0.002
Si 6.948 15.002 15.05 0.007 0.009 -0.004
Si 9.721 12.231 15.09 0.005 0.002 -0.001
Si 12.347 4.03 15.186 0 -0.001 0.003
Si 15.042 1.303 15.114 0 -0.008 -0.003
Si 12.444 9.506 15.178 0.001 0.007 0.003
Si 15.042 6.794 15.168 -0.001 -0.005 0.002
Si 12.373 14.969 15.162 0.001 -0.002 0.01
Si 15.095 12.226 15.18 0.001 -0.002 0.006
Si 16.425 -0.095 16.407 0 0.014 0.007
Si 2.803 2.642 16.266 -0.002 0 0.012
Si 16.411 5.386 16.465 0.002 0.01 0.005
Si 2.726 8.089 16.364 0.012 0.017 0.001
Si 16.479 10.849 16.549 0.001 -0.003 0.007
Si 2.746 13.5 16.451 0.006 0.002 -0.007
Si 5.526 -0.071 16.395 0.002 0.001 -0.008
Si 8.272 2.695 16.496 -0.004 -0.003 0.001
Si 5.557 5.354 16.268 0.001 -0.006 0.009
Si 8.338 8.127 16.377 -0.005 -0.008 0.008
Si 5.53 10.838 16.249 -0.002 0 0.004
Si 8.374 13.661 16.38 -0.01 -0.005 0.006
Si 11.041 -0.07 16.587 -0.006 -0.01 0.005
Si 13.731 2.687 16.566 -0.006 0.001 -0.002
Si 10.965 5.364 16.599 0.008 0.003 0.003
Si 13.745 8.163 16.666 -0.002 -0.006 0
Si 11.106 10.912 16.526 0.002 -0.01 0.008
Si 13.699 13.581 16.566 0.008 0.011 0.014
Si 1.37 1.387 17.626 0.003 0.001 -0.019
Si 4.233 3.937 17.588 0.008 -0.003 -0.01
Si 1.35 6.766 17.794 -0.008 -0.011 -0.02
Si 4.152 9.482 17.585 0.002 -0.007 -0.01
Si 1.471 12.128 17.982 0.001 0.003 0.001
Si 4.162 14.892 17.68 0.001 -0.005 -0.008
Si 6.824 1.355 17.781 0.002 -0.005 0.001
Si 9.573 3.998 18.033 -0.002 0.005 0.004
Si 6.947 6.685 17.605 -0.012 0.006 -0.014
Si 9.711 9.494 17.768 0.01 0 -0.023
Si 6.929 12.233 17.509 -0.002 0.01 -0.018
Si 9.67 14.937 17.944 -0.007 0.002 -0.012
Si 12.392 1.341 17.986 0.003 -0.004 -0.012
Si 15.089 4.08 17.952 0.001 -0.011 -0.007
Si 12.292 6.768 17.993 0 -0.001 -0.014
Si 15.173 9.566 18.062 0.007 0.002 -0.011
Si 12.37 12.264 18.078 -0.002 0.014 -0.002
Si 15.144 14.924 17.853 -0.008 -0.007 -0.013
Si 0.176 2.738 19.22 0.006 -0.015 0.059
Si 2.72 -0.071 18.819 -0.003 0.018 0.081
Si 0.175 8.131 19.398 -0.005 -0.003 0.045
Si 2.859 5.311 18.831 0.002 -0.004 0.072
Si 16.448 13.52 19.316 0.005 0.037 0.061
Si 2.959 10.661 19.225 0.015 -0.016 0.052
Si 5.485 2.715 19.2 -0.02 -0.005 0.058
Si 8.135 -0.056 19.086 -0.008 -0.02 0.062
Si 5.556 8.092 18.791 0.003 -0.005 0.07
Si 8.076 5.449 19.268 -0.015 0.018 0.068
Si 5.56 13.45 18.93 0.014 0 0.058
Si 8.264 10.927 18.896 -0.012 0.001 0.085
Si 10.961 2.607 19.464 -0.009 0.02 0.024
Si 13.885 -0.029 19.239 0.021 -0.019 0.062
Si 10.855 8.146 19.35 -0.004 0.003 0.052
Si 13.733 5.461 19.381 -0.006 0.011 0.042
Si 10.951 13.599 19.541 0.008 0.007 0.065
Si 13.787 10.935 19.523 -0.011 -0.006 0.045
Si 1.932 3.872 20.403 -0.128 0.017 -0.207
Si 3.811 1.405 20.208 0.118 0.002 -0.221
Si 2.143 8.89 20.62 -0.118 0.099 -0.224
Si 4.266 6.653 20.049 0.012 -0.007 -0.144
Si 1.329 15.194 20.288 -0.028 -0.068 -0.226
Si 4.729 11.751 20.337 -0.063 -0.026 -0.154
Si 6.374 4.454 20.645 0.072 -0.091 -0.237
Si 9.415 1.123 20.647 0.057 -0.004 -0.18
Si 6.866 9.505 20.061 -0.026 -0.005 -0.137
Si 8.976 7.206 20.579 0.12 -0.016 -0.229
Si 6.97 14.689 20.281 -0.049 0.092 -0.245
Si 9.061 12.347 20.602 0.18 -0.057 -0.221
Si 12.279 4.18 20.754 -0.013 -0.028 -0.216
Si 15.602 1.051 20.543 -0.102 0.062 -0.271
Si 12.437 9.337 20.658 -0.004 0.051 -0.221
Si 14.824 7.176 20.699 0.038 -0.116 -0.229
Si 12.711 14.903 20.637 -0.124 0.021 -0.224
Si 14.921 12.592 20.973 0.115 -0.159 -0.225
Si 5.41 -0.011 22.327 -0.044 -0.038 0.003
Si 15.705 5.766 23.317 -0.066 -0.036 0.045
Si 1.813 10.701 23.077 0.071 0.001 -0.011
Si 3.413 12.479 24.866 0.02 -0.091 0.052
Si 2.845 13.235 22.205 0.019 0.049 -0.06
Si 6.414 11.815 25.506 -0.007 -0.044 0.002
Si 3.992 7.104 24.817 0.022 0.009 0.004
Si 4.86 0.431 25.158 -0.092 0.022 0.042
Si 10.685 3.784 25.068 0.057 -0.003 -0.06
Si 15.711 11.749 24.031 0.025 0.051 -0.01
Si 8.314 10.793 23.397 -0.027 0.07 -0.003
Si 11.144 13.424 24.24 -0.006 -0.014 0.071
Si 14.492 3.043 22.61 -0.016 -0.008 0.004
Si 11.271 10.38 23.514 -0.015 -0.041 0.012
Si 6.361 8.964 24.649 -0.002 0.075 0.024
Si 9.618 15.686 23.176 -0.051 0.067 0.033
Si 1.764 7.296 26.707 0.049 0.02 -0.02
Si 3.292 13.102 31.551 -0.017 -0.072 0.045
Si 12.886 6.869 27.809 -0.062 -0.003 -0.024
Si 1.638 9.928 28.064 -0.004 -0.006 -0.034
Si 13.284 11.322 28.034 0.004 0.003 -0.059
Si 6.876 12.377 28.495 0.034 -0.013 -0.039
Si 6.297 0.972 31.923 0.093 0.021 0.043
Si 7.849 0.792 25.032 -0.009 0 0.048
Si 7.446 2.452 22.614 0.003 0.074 0.09
Si 9.287 10.377 28.187 -0.009 0.064 0.055
Si 8.234 7.864 26.736 0.078 0.035 0.042
Si 2.203 5.047 23.373 0.026 -0.012 -0.047
Si 8.897 0.678 27.879 -0.051 -0.035 0.019
Si 10.461 5.752 22.844 -0.005 -0.029 -0.009
Si 13.643 9.865 25.295 0.046 0.025 -0.011
Si 12.349 15.886 23.606 0.025 0.045 0.017
Si 13.949 1.445 28.065 0.001 0.036 0.057
Si 13.255 1.95 25.032 -0.104 -0.027 0.024
Si 2.687 0.607 27.137 0.018 -0.066 -0.043
Si 10.894 12.781 27.25 0.038 0.028 0.029
Si 4.226 3.23 31.468 0.007 0.017 0.044
Si 0.986 12.266 26.545 -0.07 0.046 -0.029
Si 15.114 7.168 25.828 -0.089 -0.03 0.027
Si 3.949 5.323 27.129 0.026 0.062 0.024
Si 5.571 5.34 29.922 -0.003 0.001 0.001
Si 7.415 7.485 29.724 0.017 0.095 -0.001
Si 12.427 3.863 28.956 -0.011 0.012 -0.091
Si 10.316 14.036 29.968 0.009 -0.038 -0.02
Si 10.932 6.602 25.612 -0.018 0.043 -0.013
Si 11.772 9.234 29.642 -0.036 0.006 -0.126
Si 5.32 10.991 31.884 -0.096 -0.012 0.013
Si 13.208 9.236 32.321 0.019 0.002 0.004
Si 2.553 1.716 29.803 0.042 0.058 -0.018
Si 0.416 0.332 28.83 -0.038 0.022 0.008
Si 16.206 11.822 29.203 0.034 0.028 0.042
Si 8.531 4.955 29.908 0.033 0.005 0.021
Si 1.713 15.77 31.338 -0.075 -0.004 0.033
Si 4.016 11.201 29.461 -0.038 -0.014 -0.038
Si 3.197 2.869 25.402 -0.025 0.064 -0.048
Si 7.571 15.244 29.801 -0.04 -0.03 0.024
Si 10.835 3.998 31.657 -0.024 0.046 -0.065
Si 9.861 12.007 32.226 -0.062 0.055 0.047
Si 7.976 9.728 31.742 -0.009 -0.075 0.08
Si 9.674 3.405 27.73 -0.054 0.024 0.01
Si 11.657 0.051 29.409 -0.039 -0.014 0.083
Si 11.822 1.366 32.237 0.08 -0.126 0.051
Si 15.402 11.489 32.157 0.032 -0.019 0.059
O 0.956 15.704 32.791 0.238 -0.322 -0.067
O 15.396 0.861 33.741 -0.035 0.086 -0.258
O 1.009 1.8 29.281 -0.098 0.129 -0.142
O 3.553 2.996 32.925 -0.069 0.046 0.097
O 1.36 4.129 33.84 -0.035 -0.155 -0.266
O 15.623 6.135 33.831 0.07 -0.083 -0.106
O 2.003 8.8 33.904 -0.167 0.301 0.07
O 4.227 6.537 34.025 0.094 0.025 -0.165
O 15.995 12.214 30.79 0.241 0.291 -0.159
O 0.208 10.689 32.928 0.096 -0.057 -0.025
O 4.224 12.316 0.349 -0.039 -0.001 0.241
O 2.492 12.839 32.962 -0.088 0.128 -0.026
O 2.55 0.752 31.131 -0.183 0.01 0.279
O 7.063 14.695 33.975 0.079 -0.07 0.119
O 7.466 1.88 32.689 0 0.176 -0.209
O 5.327 2.054 31.181 0.071 -0.074 -0.354
O 4.83 4.733 31.246 -0.3 0.264 0.083
O 6.435 4.13 33.871 -0.027 0.008 0.106
O 7.897 8.676 33.001 -0.012 -0.107 -0.088
O 9.634 6.75 33.85 0.125 -0.126 -0.341
O 2.418 5.903 27.267 -0.168 -0.277 -0.212
O 5.109 10.086 33.219 -0.204 0.042 0.028
O 10.49 12.731 30.914 0.042 -0.121 -0.062
O 8.69 12.924 32.889 -0.017 0.087 -0.353
O 11.244 0.042 32.987 -0.085 -0.009 -0.161
O 12.852 0.291 28.364 -0.06 -0.06 0.058
O 13.26 1.925 32.809 0.083 0.033 -0.255
O 10.762 2.577 32.452 -0.281 -0.066 0.346
O 9.331 4.145 31.053 0.04 -0.328 0.048
O 11.27 5.135 32.725 0.195 -0.09 -0.081
O 12.012 9.008 31.239 -0.241 0.294 0.106
O 11.007 11.8 33.353 0.103 0.199 -0.133
O 14.033 7.868 32.682 -0.176 -0.224 -0.236
O 14.717 12.645 33.104 0.142 0.084 -0.013
O 12.757 14.47 33.822 -0.209 0.263 -0.238
O 1.942 4.741 21.801 -0.268 0.093 0.231
O 2.81 2.551 20.825 0.143 0.016 0.298
O 6.172 15.158 21.634 0.03 -0.185 0.074
O 4.109 0.429 21.489 -0.048 0.089 0.197
O 2.03 9.373 22.193 -0.144 0.218 0.184
O 0.356 10.532 23.767 -0.021 -0.182 -0.022
O 5.244 5.642 20.961 -0.227 0.173 0.044
O 3.203 7.638 20.859 -0.004 0.281 0.116
O 2.298 14.54 21.445 0.096 0.014 -0.048
O 0.287 -0.118 20.969 -0.006 0.22 -0.039
O 1.765 12.003 22.065 -0.193 0.102 0.096
O 4.262 12.632 21.657 0.102 0.139 0.082
O 6.815 3.897 22.163 0.13 0.046 0.201
O 6.367 1.295 22.29 0.179 -0.138 -0.088
O 8.736 2.262 21.628 0.299 0.358 -0.039
O 9.67 16.2 21.626 0.178 0.134 -0.039
O 7.894 8.443 20.875 -0.05 0.067 -0.007
O 5.826 10.588 20.855 0.347 -0.093 0.17
O 5.015 8.185 24.157 0.111 -0.011 0.074
O 9.245 6.497 22.061 -0.143 -0.168 0.28
O 7.614 11.929 24.376 -0.193 -0.041 0.137
O 8.103 13.65 20.854 0.205 0.256 0.173
O 7.205 9.572 23.377 0.108 -0.131 -0.292
O 8.785 11.437 21.971 -0.056 -0.136 0.125
O 13.082 3.201 21.81 -0.309 -0.322 0.11
O 15.223 1.734 21.997 0.349 -0.076 0.281
O 11.648 9.905 21.998 0.049 0.297 0.046
O 9.714 10.126 23.95 -0.009 -0.249 -0.067
O 15.499 6.904 22.176 0.32 0.254 0.248
O 13.599 8.23 21.08 -0.04 -0.208 -0.267
O 12.511 15.846 21.986 -0.133 0.371 0.216
O 9.968 14.085 23.287 -0.07 -0.015 -0.242
O 15.418 12.448 22.566 0.129 0.288 0.108
O 13.72 13.698 21.112 -0.123 -0.048 0.308
O 3.83 -0.199 26.271 0.112 -0.236 0.171
O 2.435 3.675 24.226 -0.177 -0.072 -0.09
O 0.825 5.745 23.862 0.043 0.064 0.181
O 15.383 4.39 22.496 0.175 -0.065 -0.269
O 14.306 11.146 24.549 -0.132 0.154 0.088
O 14.791 6.06 24.649 -0.005 0.152 0.168
O 12.499 12.673 27.545 0.183 0.171 -0.09
O 1.076 10.622 26.686 -0.345 -0.108 -0.258
O 5.007 12.557 25.148 0.041 0.071 -0.03
O 3.037 13.627 23.769 -0.04 0.301 0.047
O 6.974 12.523 26.867 0.017 0.432 -0.149
O 6.811 -0.187 30.877 -0.087 0.295 -0.225
O 6.391 0.535 25.712 0.215 -0.227 0.213
O 7.861 2.225 24.192 0.132 0.327 0.051
O 0.281 7.119 26.136 0.002 -0.029 -0.198
O 4.935 15.937 23.81 0.286 -0.239 0.029
O 9.479 6.921 26.277 0.003 -0.243 0.106
O 11.414 5.05 25.785 0.283 0.096 0.386
O 2.978 11.021 24.195 -0.186 -0.256 0.044
O 2.72 7.878 25.507 -0.086 0.296 0.046
O 8.647 9.397 27.069 -0.224 0.214 -0.169
O 6.036 10.222 25.657 0.033 -0.081 -0.077
O 14.251 2.909 24.2 0.077 -0.145 -0.058
O 12.482 14.366 24.189 0.298 0.039 0.093
O 11.74 2.559 24.934 -0.149 -0.163 0.073
O 8.221 16.039 23.926 0.01 -0.279 -0.373
O 12.221 9.579 24.56 0.038 -0.359 0.151
O 11.549 5.354 21.686 0.038 0.232 0.08
O 11.536 11.986 23.629 -0.141 0.208 -0.189
O 7.228 7.864 25.472 0.036 -0.099 -0.179
O 13.365 0.475 24.349 0.13 -0.114 0.125
O 10.844 0.037 23.947 -0.047 0.174 -0.014
O 2.185 1.867 26.209 -0.092 0.117 -0.111
O 3.446 6.067 23.67 0.135 0.046 -0.174
O 13.859 1.869 26.513 0.228 0.106 -0.15
O 3.409 1.103 28.538 0.201 0.166 0.157
O 1.341 -0.228 27.574 -0.126 -0.124 -0.086
O 14.644 8.6 25.218 -0.113 0.126 0.024
O 14.422 6.907 27.281 0.188 -0.14 0.044
O 1.679 8.325 27.961 0.066 0.011 0.234
O 16.376 12.633 25.283 -0.165 0.16 -0.073
O 0.574 12.788 28.072 0.266 0.195 0.216
O 2.502 12.789 26.193 0.038 0.468 0.135
O 4.84 12.583 31.885 -0.004 0.051 0.274
O 4.523 10.227 30.68 0.156 -0.169 -0.135
O 5.413 0.156 33.042 -0.052 0.235 0.044
O 10.082 4.348 23.641 -0.401 -0.026 -0.166
O 8.921 0.643 26.248 0.136 -0.035 -0.071
O 9.488 3.416 26.112 0.099 0.09 -0.134
O 6.974 4.499 29.762 0.072 -0.22 -0.167
O 8.125 11.343 28.879 0.17 -0.078 -0.077
O 6.928 10.977 31.715 -0.066 -0.064 0.028
O 6.936 13.801 29.319 -0.124 -0.067 0.217
O 10.304 0.212 28.529 0.025 -0.047 -0.064
O 8.699 2.239 28.322 -0.001 -0.001 -0.218
O 12.673 5.357 28.368 -0.049 -0.049 0.131
O 12.486 7.933 28.966 -0.123 0.05 0.002
O 13.717 2.847 28.897 0.139 0.142 -0.136
O 12.028 7.382 26.503 0.01 0.117 -0.132
O 10.964 6.835 23.985 0.091 -0.111 0.228
O 14.237 10.393 31.794 -0.146 0.031 0.057
O 13.383 10.224 26.851 -0.215 -0.033 0.064
O 10.611 13.39 25.778 -0.134 -0.193 0.118
O 10.302 11.278 27.303 0.066 -0.173 0.059
O 7.718 16.135 28.441 -0.105 0.104 -0.071
O 10.12 13.642 28.391 -0.202 -0.07 -0.049
O 3.104 3.146 30.28 -0.188 -0.032 -0.032
O 15.32 0.645 28.381 -0.012 0.06 -0.015
O 2.888 14.637 31.205 0.092 0.032 0.162
O 0.596 15.71 30.113 0.092 -0.306 -0.194
O 12.51 10.627 29.269 0.117 0.032 0.017
O 10.196 9.448 29.215 -0.173 -0.236 0.353
O 4.728 6.279 26.042 0.151 -0.039 -0.063
O 4.688 5.243 28.566 0.189 -0.269 0.133
O 2.977 12.283 30.162 -0.144 0.096 0.028
O 14.741 11.731 28.542 -0.07 -0.042 0.154
O 3.174 10.415 28.336 0.026 0.073 -0.203
O 0.614 10.396 29.251 -0.168 0.175 0.023
O 3.891 3.829 26.51 0.067 -0.152 -0.1
O 4.363 1.935 24.746 0.138 0.082 -0.036
O 7.668 8.948 30.344 -0.08 0.074 -0.102
O 5.954 6.91 30.187 0.015 0.226 0.142
O 8.594 6.528 30.323 0.149 0.003 -0.043
O 7.482 7.36 28.096 -0.023 -0.331 -0.002
O 11.244 3.115 28.096 0.22 0.193 -0.009
O 11.872 1.09 30.637 0.138 0.183 0.012
O 11.657 14.956 30.051 0.057 0.005 0.01
O 9.25 4.792 28.452 0.138 -0.043 0.184
O 11.967 4.042 30.502 0.278 -0.05 -0.082
O 9.019 14.887 30.464 -0.11 -0.092 0.42
O 5.377 11.805 28.802 -0.082 -0.051 -0.225
O 12.496 9.622 33.737 -0.126 0.067 -0.016
O 9.399 10.501 31.802 -0.052 -0.182 0.096

Results
total energy: -108572.462 eV
total energy less fixed offsets of O -438.25, Si -107.07 eV per atom: 5.608 eV
